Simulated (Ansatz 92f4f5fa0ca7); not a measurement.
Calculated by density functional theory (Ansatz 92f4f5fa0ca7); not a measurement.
Periodic cell of 220 atoms, Si132O88, from a study of silicon, its oxide and their interface. The atomic structure is a simulated model.
This geometry differs little from another in the collection (a relaxation step or a small displacement).

Settings: functional r2SCAN; potential files Ansatz PAW; basis plane waves; wave-function cutoff 800 eV; density cutoff ratio 5; exchange-correlation grid ratio 1; k mesh 1 x 1 x 1, shifted by 0.5 0.5 0 of a step; self-consistency stop 1e-10 eV per atom in the density residual; occupations fixed; spin none; net charge 0.

Cell vectors (angstrom)
a 10.88 0 0
b 0 10.88 0
c 0 0 32.0818

Atoms: element, x, y, z (angstrom)
Si 0.1387 -0.1311 -0.4793
Si 2.7243 2.5811 0.1354
Si 0.9219 4.8694 -0.8669
Si 2.4897 8.6484 -0.0722
Si 4.9474 0.4667 -0.1779
Si 9.4927 4.7439 -0.6545
Si 5.3013 5.2053 -0.1772
Si 8.1554 7.6706 -0.12
Si 1.1336 1.3103 1.213
Si 4.066 4.0132 1.4024
Si 1.562 6.9315 1.3548
Si 4.0182 9.7794 1.3237
Si 7.1667 1.817 1.4522
Si 8.901 3.6681 1.3837
Si 6.5644 6.699 1.2445
Si 9.4865 9.423 0.9255
Si -0.1333 2.7547 2.5636
Si 2.5583 0.0753 2.6856
Si -0.0432 8.1963 2.517
Si 2.842 5.5346 2.7265
Si 5.471 2.7595 2.7876
Si 8.2518 -0.0178 2.4738
Si 5.3754 8.2513 2.5601
Si 7.9647 5.3979 2.6661
Si 1.322 4.1306 3.8933
Si 4.0266 1.3714 4.0083
Si 1.3025 9.4951 3.9889
Si 4.1535 6.8876 4.0613
Si 6.7534 4.116 4.1687
Si 9.5468 1.3101 3.9692
Si 6.8234 9.5644 3.8703
Si 9.4711 6.7935 3.8701
Si 0.0091 -0.0049 5.3576
Si 2.6852 2.7832 5.3064
Si -0.0341 5.4548 5.2814
Si 2.7009 8.1754 5.3614
Si 5.4428 -0.0107 5.2996
Si 8.1779 2.6735 5.3554
Si 5.4444 5.5115 5.4524
Si 8.1563 8.1736 5.2578
Si 1.3807 1.3754 6.6734
Si 4.065 4.099 6.6966
Si 1.3515 6.7749 6.6797
Si 4.1041 9.5226 6.6975
Si 6.8065 1.3282 6.6978
Si 9.5458 4.062 6.6858
Si 6.8597 6.8401 6.7176
Si 9.525 9.4963 6.6562
Si 0.0428 2.7157 8.0544
Si 2.7517 0.0345 8.0344
Si 0.0092 8.1513 8.0279
Si 2.7395 5.4391 8.0539
Si 5.4454 2.7164 8.0266
Si 8.205 -0.0323 8.0347
Si 5.4851 8.1719 8.0609
Si 8.1857 5.4278 8.0484
Si 1.4478 4.0387 9.4048
Si 4.1154 1.3656 9.4134
Si 1.3985 9.521 9.3644
Si 4.1313 6.7883 9.398
Si 6.8116 4.0555 9.3976
Si 9.5761 1.3231 9.4002
Si 6.8746 9.5026 9.4077
Si 9.5569 6.775 9.3924
Si 0.0927 -0.0138 10.7879
Si 2.8016 2.7135 10.8361
Si 0.087 5.4164 10.678
Si 2.7872 8.1847 10.713
Si 5.5114 -0.0058 10.7089
Si 8.1787 2.6647 10.727
Si 5.4602 5.4089 10.7855
Si 8.2174 8.1278 10.7832
Si 1.531 1.2723 12.2003
Si 4.1109 4.1035 12.2413
Si 1.402 6.8212 12.0136
Si 4.2376 9.4765 12.0596
Si 6.7913 1.3396 12.1263
Si 9.671 3.9727 11.9665
Si 6.8835 6.7146 12.1264
Si 9.5882 9.511 12.1295
Si -0.0191 2.5196 13.4199
Si 3.015 -0.0632 13.5265
Si 0.11 8.1643 13.4427
Si 2.6485 5.5193 13.5016
Si 5.6278 2.8504 13.565
Si 8.1285 -0.0902 13.4431
Si 5.4956 8.0518 13.4633
Si 8.4176 5.374 13.3158
Si 0.8729 4.9517 14.9885
Si 4.409 0.7145 15.3589
Si 1.773 9.2848 14.6759
Si 3.847 7.0118 14.7774
Si 7.3929 3.8677 14.7275
Si 9.3273 1.4019 14.7411
Si 6.7182 9.4981 14.8039
Si 9.956 6.4676 14.6557
Si -4.4915 9.5025 29.9554
Si -1.4755 -2.6844 19.8914
Si 5.737 5.5327 16.8461
Si 8.7544 8.2585 16.7796
Si 5.0757 -2.8088 22.5825
Si -1.9114 -0.5385 24.6666
Si -0.3472 10.823 16.2408
Si 8.5186 -0.3268 21.6282
Si 4.137 4.0074 18.9514
Si 5.2327 15.5814 25.8271
Si 0.8413 1.3463 18.6232
Si 3.7661 -4.6111 20.5865
Si 1.8735 2.3004 23.552
Si -4.9638 7.3073 19.0895
Si 4.5438 8.3864 25.6954
Si 1.2231 -6.4798 18.0347
Si 7.3627 6.5901 21.5119
Si -7.0389 0.9423 18.5342
Si -12.2918 8.8328 27.0548
Si 0.0506 -6.4439 22.6787
Si -1.1721 -6.5198 24.6369
Si 0.6509 6.2566 20.357
Si 5.7159 -0.8963 20.414
Si 10.6269 1.7945 21.5165
Si -3.595 1.1054 28.505
Si 2.7825 6.3963 26.9391
Si 0.0305 1.7476 25.8077
Si 6.8574 4.402 23.5556
Si 4.8918 2.3419 24.0903
Si 6.0677 0.127 25.8067
Si 7.627 5.0443 27.9675
Si -0.6564 11.4853 28.5048
Si 10.4489 6.0008 26.8747
Si 7.2652 3.7432 29.8147
Si 6.6011 7.8305 27.6867
Si 13.9777 6.5743 30.0101
O -0.1957 0.5428 -1.9858
O 1.3439 -1.2188 -0.6753
O 9.2666 5.0971 -4.4484
O -0.635 7.4897 -4.6478
O 1.228 5.8358 -5.1382
O -3.5819 8.4946 -1.2534
O -5.1614 19.5309 -3.3223
O -3.5111 10.6238 -2.7277
O 5.2061 -0.5794 -1.3907
O 3.7918 1.5496 -0.6102
O 1.8652 3.5316 -0.91
O 8.7909 3.7045 -1.7036
O 6.3696 4.3219 -1.0374
O 11.7745 5.6183 0.587
O 8.9658 6.34 -0.7403
O 7.1843 17.4138 -3.6658
O -1.1247 -1.4544 16.3332
O -7.4134 -8.7449 23.3473
O 4.0126 0.8436 16.9273
O -2.5251 2.6491 15.321
O 0.6508 14.2456 14.6769
O -3.9105 10.7192 21.1498
O 4.4942 6.1052 15.9813
O 7.3565 8.7258 16.0961
O 6.8429 4.7945 15.9528
O 5.3202 4.4581 17.9659
O 11.8464 5.0919 16.606
O 4.829 2.2031 14.8677
O 5.6787 10.595 15.4122
O 8.7723 8.1147 18.3953
O 9.2819 6.8832 16.1105
O 8.7408 -3.6871 20.9767
O 2.7967 -2.7156 15.3646
O -9.9774 2.8246 17.9803
O 4.3233 -3.7285 19.3277
O 11.8267 1.4048 22.5495
O 12.0203 10.3512 15.7598
O -1.0145 0.7841 24.994
O 17.2253 -2.0619 19.4594
O 4.767 3.1939 25.4556
O 8.7849 -0.9449 23.1107
O 2.7925 4.5641 18.2823
O 1.4699 1.8107 25.0499
O 6.5377 6.2778 20.1682
O -15.9126 16.2112 24.442
O -1.692 1.1277 21.7607
O 4.6445 -2.5147 24.0903
O 10.6873 0.5068 17.7333
O 7.4779 10.4764 25.2538
O -8.6737 -4.3976 20.5266
O 4.8028 10.8754 19.428
O -1.5948 -12.0748 20.4948
O 11.0239 -5.0665 21.8383
O -0.5766 3.2477 25.679
O -4.5222 6.8195 17.6241
O 4.1649 2.42 19.0895
O 8.1348 3.9877 24.4653
O 4.2028 4.7105 20.4112
O 4.8052 9.3448 21.604
O -1.173 -1.7278 25.4858
O 6.6561 7.703 22.4613
O 0.0474 -3.2086 19.8585
O 0.3806 -5.7517 19.2122
O -0.5189 3.3744 21.5958
O -7.8018 7.8144 26.1475
O 5.9902 13.9683 23.1341
O 11.1802 1.3052 27.3635
O 0.2164 -9.5014 20.071
O -0.8768 -5.0647 25.3249
O 5.4388 0.9131 24.5552
O 4.265 6.7916 22.0266
O 12.3829 14.7419 23.2201
O 8.8488 1.4461 28.2545
O -3.0046 -2.1708 27.262
O 6.3969 11.8493 27.1578
O 3.8274 5.341 26.293
O 13.1579 0.6259 18.7668
O 4.2582 -5.1289 30.7722
O 4.9549 -1.0015 26.1802
O 3.1511 8.0532 30.6435
O 1.6231 5.9175 30.1926
O -11.7198 -0.9285 28.052
O 5.688 -3.4301 26.402
O 6.3577 1.2516 32.1915
O 6.6665 2.2937 29.4056
O 7.4848 -5.6781 22.3071
O 6.5043 15.5071 26.8427
O 3.3338 6.6283 28.435

Results
free energy: -134618.206 eV
free energy less fixed offsets of O -570.45, Si -639.56 eV per atom: 3.314 eV

Forces (eV/angstrom), in the order of the atoms: element, x, y, z
Si 0.0009 -0.0001 0.0184
Si 0.002 0.0016 0.0072
Si 0.003 -0.0009 -0.0023
Si -0.0064 0.0075 0.0057
Si 0.0023 0.0025 0.0039
Si -0.0038 -0.002 0.006
Si -0.006 0.0016 0.0095
Si -0.0063 -0.0023 0.0089
Si 0.0039 -0.0041 -0.0036
Si -0.001 -0.0027 -0.0038
Si 0.0001 -0.0003 0.0046
Si -0.0008 0.0005 0.0014
Si -0.005 -0.0012 0.0052
Si 0.0018 0.0009 0.0006
Si 0.0029 0.0023 -0.0045
Si 0.0032 -0.003 -0.0047
Si -0.0018 0.0001 -0.0021
Si -0.0018 -0.0002 -0.0016
Si 0.0029 0.0008 -0.0025
Si -0.0017 -0.0001 -0.0016
Si 0.003 -0.0009 0.0018
Si -0.0009 0.002 0.0005
Si 0.0004 -0.0001 -0.0016
Si -0.0002 -0.0041 -0.0002
Si 0.001 0.0018 0.0008
Si 0.0001 -0.0014 -0.0028
Si 0.0023 -0.0005 -0.002
Si 0.0011 0.0005 0.0013
Si 0.0008 -0.0003 -0.0017
Si 0.002 -0.0011 0.0009
Si -0.0007 0.0011 -0.0001
Si 0.001 0.0001 0
Si 0.0001 0.0007 -0.0006
Si 0.0001 0.0008 -0.0011
Si 0.001 0.0002 -0.001
Si -0.0014 0.001 -0.0011
Si 0.0011 -0.0002 -0.0015
Si -0.0011 -0.0001 -0.0007
Si 0.0008 0.0004 -0.0012
Si 0.0003 -0.0007 -0.0003
Si -0.0001 -0.0002 -0.0003
Si 0.0012 0.0005 -0.0009
Si 0.0013 -0.0006 -0.0012
Si 0.0003 -0.0005 -0.0011
Si 0.001 0.0009 -0.0005
Si -0.0002 -0.0001 -0.001
Si -0.0002 -0.001 -0.0005
Si 0.0012 0.001 -0.0002
Si 0.0008 0.0001 0
Si 0.0002 0.0021 0
Si -0.0003 -0.0005 0.0001
Si -0.0005 -0.0003 0
Si 0.0013 0.0003 -0.0009
Si -0.0008 -0.0012 -0.0003
Si 0.0012 0.0003 -0.0003
Si 0.0003 0.0009 0
Si 0.0004 0.0013 0.0003
Si -0.0007 -0.001 0.0005
Si 0.0003 -0.0026 0.0005
Si 0.0006 -0.0016 0.0003
Si -0.0006 -0.0001 0.0009
Si 0.0001 0.0023 0.002
Si 0.0002 0.0004 0.0013
Si 0.0009 -0.0006 0.001
Si -0.0001 0.003 0.0021
Si 0.0017 0.0002 -0.0004
Si -0.0016 0.0017 -0.0023
Si -0.0008 0.0024 -0.0001
Si 0.0001 0.0002 -0.0018
Si 0.0033 -0.0003 -0.0014
Si 0.0001 -0.0021 -0.0004
Si -0.0016 -0.0007 0.0002
Si -0.0022 -0.0002 0.0023
Si 0.0047 0.0015 -0.004
Si -0.0027 -0.0023 -0.007
Si 0.0011 -0.0026 -0.0013
Si -0.0021 0.0094 -0.002
Si 0.0015 0.0003 -0.0001
Si -0.0011 0.0017 -0.0003
Si -0.0002 -0.0014 -0.0002
Si -0.0029 -0.0043 0.0006
Si -0.0025 0.0056 0.0009
Si -0.0017 0.003 0.0008
Si 0.0039 0 -0.0029
Si 0.0111 -0.0137 -0.0016
Si -0.0013 0.0035 0.0031
Si -0.002 -0.0064 -0.0048
Si 0.0021 -0.0006 0.0034
Si -0.0019 -0.0042 0.0221
Si 0.0074 -0.0013 0.0058
Si -0.0039 -0.006 0.009
Si -0.0063 -0.0055 0.0022
Si -0.0051 -0.0035 -0.0079
Si 0.0015 0.0011 0.0012
Si -0.005 -0.0162 0.0151
Si 0.009 0.004 -0.0002
Si 0.0025 -0.0008 -0.005
Si 0.0024 0.0002 -0.0099
Si 0.0006 -0.0002 -0.0105
Si 0.0011 0.001 -0.0084
Si 0.0007 -0.0003 -0.0125
Si -0.0009 -0.0007 -0.007
Si -0.005 0.012 0.006
Si -0.0002 -0.0022 -0.0102
Si -0.0071 0.0093 -0.0157
Si -0.0012 -0.0036 -0.0064
Si 0.0036 -0.0022 -0.0135
Si 0.0033 0.0025 -0.0039
Si -0.0012 0.0004 -0.0068
Si -0.0021 0.0029 -0.0067
Si 0.0017 0.0019 -0.008
Si 0.0069 0.0042 -0.0137
Si 0.0005 0.0033 -0.0058
Si -0.014 -0.0016 -0.0057
Si 0.0012 -0.0005 -0.0051
Si -0.0031 0.0005 -0.0095
Si -0.0009 -0.0016 -0.0068
Si 0.0074 -0.0042 -0.0117
Si -0.0006 0.0035 -0.0103
Si -0.0015 0.0024 -0.0068
Si -0.0037 -0.0005 -0.0053
Si 0.0007 -0.0013 -0.0082
Si -0.0001 0.0023 -0.0061
Si -0.0007 0.0014 -0.0083
Si -0.0016 -0.0021 -0.0054
Si -0.002 -0.0003 -0.0088
Si -0.0012 0.0005 -0.009
Si -0.0002 -0.0003 -0.0058
Si 0.0031 0.0013 -0.008
Si -0.0012 0.0039 0.0041
Si 0.0007 0.0034 -0.0054
Si 0.0014 -0.0024 -0.0008
O -0.0005 -0.0011 -0.0001
O 0.0063 -0.0049 -0.0156
O -0.0026 -0.0045 0.0022
O -0.0087 -0.0009 0.0042
O 0.0022 0.0031 0.0026
O 0.0013 0.0003 -0.004
O -0.0016 -0.0018 0.0026
O -0.0029 0.0007 0.0036
O -0.0008 0.0007 -0.0003
O -0.0009 -0.0001 -0.0033
O -0.0009 0.002 -0.0031
O -0.0007 -0.0003 -0.0027
O 0.0011 -0.0002 -0.0017
O -0.0018 -0.0027 -0.0016
O 0.0033 0.0007 -0.0053
O 0.0045 -0.0034 0.0004
O 0.0033 -0.0064 -0.0053
O 0.0013 -0.0014 0.0021
O -0.0007 -0.0054 0.0098
O 0.0031 -0.0024 0.0034
O 0.0066 0.0051 -0.0123
O 0.0026 -0.0026 0.0044
O 0.0051 0.0004 0.0054
O -0.0005 0.0007 0.0062
O -0.0034 0.0002 0.0028
O -0.0092 -0.0045 0.0151
O -0.0013 -0.0106 0.0182
O -0.0122 0.0037 0.0031
O 0.0038 0.0128 -0.0176
O -0.0001 0.0017 0.0075
O -0.0031 -0.0002 0.0015
O -0.0048 -0.0024 0.0031
O 0.0045 0.0075 -0.0049
O 0.0096 0.0024 0.0059
O 0.0006 -0.004 0.0006
O 0.0019 0.0018 0.0037
O 0.0012 -0.0014 -0.009
O -0.001 0.0009 0.0041
O -0.0016 0.0029 0.0028
O -0.0013 0.0032 0.0002
O 0.0066 -0.0019 0.0062
O -0.0038 -0.0093 -0.0041
O -0.0012 -0.0028 0.004
O -0.001 -0.0033 0.0037
O 0.0003 -0.0011 0.0067
O -0.0005 0.001 -0.0001
O -0.0036 -0.0003 0.0086
O 0.0079 0.0053 0.0057
O -0.0042 -0.0037 -0.0007
O -0.0059 0.0131 0.0003
O 0.0009 0.0016 0.002
O 0.0003 -0.0009 0.002
O -0.001 -0.0025 0.007
O 0.0011 -0.0013 0.0001
O 0.0072 0.0015 0.0061
O -0.0037 0.0066 -0.0025
O 0.0003 -0.0006 0.0023
O -0.0128 0.0032 0.0007
O -0.0021 -0.0014 0.0026
O 0.0003 -0.0043 0.0053
O -0.0017 0.0001 0.0026
O -0.0057 -0.0144 -0.0021
O 0.0165 -0.0018 0.0113
O -0.0001 -0.0038 0.0017
O -0.0015 -0.0012 0.004
O -0.003 0.0021 -0.0004
O -0.0008 -0.0014 0.0053
O 0.0026 0.0013 0.0083
O 0.0012 0.0031 0.0073
O 0.0047 0.0014 0.0052
O 0.0037 -0.0003 0.0008
O 0.0002 -0.0032 0.0035
O 0.001 -0.0021 0.0033
O -0.0038 0.0061 0.0043
O 0.0079 -0.0011 0.0037
O -0.0013 0.0052 0.0022
O 0.0064 0.0014 0.0017
O 0.0015 0 -0.0117
O -0.0004 0.0017 0.0019
O 0.002 -0.0002 0.004
O 0.0014 0.0012 -0.0001
O 0.0042 0.0011 0.001
O 0.0021 -0.0015 0.0045
O 0.0032 -0.0013 -0.0076
O -0.0005 0.0015 -0.0034
O 0.0023 -0.003 0.0071
O 0.003 -0.0012 0.0106
O -0.0004 0.0021 0.0071

The program warned: the cutoff lies below the one the program advises for these potential files; the forces do not sum to zero within the program's tolerance; empty levels may hold ghost states of the PAW files; the exchange-correlation potential is rough where the density is thin.
